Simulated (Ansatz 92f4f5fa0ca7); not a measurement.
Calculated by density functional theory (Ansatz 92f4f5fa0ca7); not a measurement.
Periodic cell of 220 atoms, Si132O88, from a study of silicon, its oxide and their interface. The atomic structure is a simulated model.
Doubt: the cutoff is far below the 930 eV that the study's wrapper takes by default for these files, so forces and energies are approximate.
This geometry differs little from another in the collection (a relaxation step or a small displacement).

Settings
functional: PBE
potential files: Ansatz PAW
basis: plane waves
wave-function cutoff: 580 eV
density cutoff ratio: 5
exchange-correlation grid ratio: 1
k mesh: 1 x 1 x 1, Gamma-centred
self-consistency stop: 5e-08 eV per atom in the density residual
occupations: fixed
spin: none
net charge: 0

Cell vectors (angstrom)
a, 10.938, 0, 0
b, 0, 10.938, 0
c, 0, 0, 32.6618

Atoms: element, x, y, z (angstrom)
Si, -0.3236, 0.2906, 25.2172
Si, 5.7395, -0.4201, 25.1396
Si, 2.5251, 3.0396, 25.1986
Si, 8.4421, 2.5697, 25.2323
Si, 0.2712, 5.2486, 25.1869
Si, 5.0952, 5.7885, 25.2485
Si, 3.0096, 8.1571, 25.117
Si, 8.115, 8.4174, 25.2199
Si, 1.3693, 1.3969, 26.4508
Si, 6.7637, 1.3801, 26.3879
Si, 4.0074, 4.2118, 26.6006
Si, 9.6285, 4.1091, 26.5498
Si, 1.3498, 6.9402, 26.4188
Si, 6.851, 6.8379, 26.4515
Si, 4.1573, 9.5819, 26.5862
Si, 9.5453, 9.6504, 26.5948
Si, 2.7155, 0.0252, 27.8559
Si, 8.121, 0.0596, 27.8865
Si, 0.0277, 2.7207, 27.9013
Si, 5.439, 2.7614, 27.8346
Si, 2.6599, 5.5673, 27.914
Si, 8.2014, 5.4671, 27.8557
Si, -0.0098, 8.2455, 27.8658
Si, 5.5027, 8.1553, 27.9038
Si, 4.1018, 1.3673, 29.2435
Si, 9.5708, 1.3673, 29.2435
Si, 1.3673, 4.1018, 29.2435
Si, 6.8362, 4.1018, 29.2435
Si, 4.1018, 6.8362, 29.2435
Si, 9.5708, 6.8362, 29.2435
Si, 1.3673, 9.5708, 29.2435
Si, 6.8362, 9.5708, 29.2435
Si, 0, 0, 30.6108
Si, 5.469, 0, 30.6108
Si, 2.7345, 2.7345, 30.6108
Si, 8.2035, 2.7345, 30.6108
Si, 0, 5.469, 30.6108
Si, 5.469, 5.469, 30.6108
Si, 2.7345, 8.2035, 30.6108
Si, 8.2035, 8.2035, 30.6108
Si, 1.3673, 1.3673, 31.978
Si, 6.8362, 1.3673, 31.978
Si, 4.1018, 4.1018, 31.978
Si, 9.5708, 4.1018, 31.978
Si, 1.3673, 6.8362, 31.978
Si, 6.8362, 6.8362, 31.978
Si, 4.1018, 9.5708, 31.978
Si, 9.5708, 9.5708, 31.978
Si, 2.7345, 0, 0.6835
Si, 8.2035, 0, 0.6835
Si, 0, 2.7345, 0.6835
Si, 5.469, 2.7345, 0.6835
Si, 2.7345, 5.469, 0.6835
Si, 8.2035, 5.469, 0.6835
Si, 0, 8.2035, 0.6835
Si, 5.469, 8.2035, 0.6835
Si, 4.1018, 1.3673, 2.0507
Si, 9.5708, 1.3673, 2.0507
Si, 1.3673, 4.1018, 2.0507
Si, 6.8362, 4.1018, 2.0507
Si, 4.1018, 6.8362, 2.0507
Si, 9.5708, 6.8362, 2.0507
Si, 1.3673, 9.5708, 2.0507
Si, 6.8362, 9.5708, 2.0507
Si, 0, 0, 3.418
Si, 5.469, 0, 3.418
Si, 2.7345, 2.7345, 3.418
Si, 8.2035, 2.7345, 3.418
Si, 0, 5.469, 3.418
Si, 5.469, 5.469, 3.418
Si, 2.7345, 8.2035, 3.418
Si, 8.2035, 8.2035, 3.418
Si, 1.3382, 1.2978, 4.8256
Si, 6.8542, 1.3136, 4.7176
Si, 4.0832, 4.126, 4.7139
Si, 9.6261, 4.0784, 4.7718
Si, 1.3829, 6.8617, 4.8961
Si, 6.9198, 6.7811, 4.7006
Si, 4.108, 9.5183, 4.8281
Si, 9.6258, 9.5654, 4.8548
Si, 2.6687, -0.1188, 6.2421
Si, 8.2093, 0.0394, 6.1551
Si, -0.0834, 2.6564, 6.1988
Si, 5.4266, 2.6722, 5.9436
Si, 2.8455, 5.473, 6.2081
Si, 8.3059, 5.4895, 6.1043
Si, -0.0052, 8.1965, 6.3941
Si, 5.564, 8.0688, 6.0614
Si, 3.8982, 1.5535, 7.3145
Si, 9.0232, 1.7692, 7.6079
Si, 1.6525, 3.7837, 7.3011
Si, 6.8358, 4.0473, 7.1532
Si, 4.7164, 6.3576, 7.4686
Si, 9.2975, 6.9921, 7.6974
Si, 1.3203, 9.5754, 7.8529
Si, 7.1085, 9.2793, 7.3388
O, 1.3893, 4.1355, 24.6989
O, 7.003, 9.5402, 24.7634
O, 2.7886, 2.6777, 7.7713
O, 8.1859, 8.1878, 7.9597
O, 5.7685, 5.1251, 7.9037
O, -2.1212, 2.2725, 18.7977
O, 4.074, 6.9899, 24.62
O, 9.5293, 1.4337, 24.7132
O, 2.1959, 8.4999, 8.7533
O, 0.9717, 4.3207, 8.6868
O, 9.3759, 1.1372, 9.0937
O, 6.45, 9.9993, 8.6371
O, 4.6259, 1.04, 8.6816
O, 4.4598, 7.1853, 8.8566
O, 7.8831, 2.9603, 7.9205
O, 9.6754, 6.3863, 9.1979
O, 3.2508, 2.4007, 23.8788
O, 4.9275, -0.4422, 23.7121
O, 7.851, 3.4009, 23.948
O, 10.6164, 5.9006, 23.8192
O, 8.8305, 7.8581, 23.8556
O, 0.1673, 10.4592, 23.8646
O, 5.5495, 4.8239, 24.0243
O, 1.2703, 10.5253, 21.4133
Si, 4.1232, 6.7331, 12.206
Si, 8.4527, -2.3449, 14.639
Si, 5.3455, 2.8378, 13.3525
Si, 6.7769, -4.0288, 18.8924
Si, 8.5558, -9.6605, 17.5488
Si, 1.8109, -3.1917, 18.2355
Si, 0.9222, 9.6292, 22.7015
Si, 11.7801, 3.602, 10.1488
Si, 5.3479, 10.7877, 9.5111
Si, 2.6424, 4.0518, 12.4671
Si, 13.3568, -5.4991, 16.5314
Si, -1.0679, 2.9458, 19.8399
Si, 10.9463, 1.1874, 15.5319
Si, 0.5093, -6.8411, 14.5428
Si, 6.5258, 0.3327, 12.2458
Si, 0.3507, 11.2079, 20.0677
Si, 14.3518, -6.0724, 20.5783
Si, 6.7891, -5.7975, 11.9381
Si, 5.5061, -2.0209, 13.8441
Si, 6.5246, 3.8758, 23.1278
Si, 9.5342, 0.0187, 12.8623
Si, 10.7016, 0.6566, 9.9416
Si, 1.8116, -0.3463, 17.4715
Si, 4.1555, -3.2102, 20.4743
Si, 9.1968, -4.9499, 13.4927
Si, 0.9201, -5.8393, 19.0085
Si, 6.061, 2.4252, 16.2666
Si, 4.0767, 2.3078, 22.4651
Si, 4.7761, -0.4836, 16.3826
Si, 9.9558, 7.103, 22.9396
Si, 7.5208, -1.4959, 17.4083
Si, 9.4233, 5.5647, 10.606
Si, -2.6549, 5.2067, 21.0433
Si, 3.8482, -0.7288, 22.5298
Si, 4.9857, 4.8129, 17.7174
Si, 14.4679, -2.6898, 9.6661
O, 1.7432, 4.5554, 17.7171
O, 9.8905, -10.0222, 16.7165
O, 19.0269, 0.7176, 12.5311
O, 6.0655, -1.1984, 12.5406
O, 2.9935, -2.9358, 19.3622
O, 6.0119, 6.0821, 17.7027
O, 3.8085, -4.6218, 21.2766
O, 4.4681, 7.7522, 13.4108
O, -1.1826, 6.4133, 11.9834
O, 2.2637, 3.9409, 10.8818
O, 14.6346, -7.3941, 21.4901
O, 5.131, 1.1003, 16.3212
O, 5.6251, 1.2563, 13.208
O, 4.2363, 4.7763, 19.1746
O, 2.5351, 9.377, 23.4232
O, 10.3866, 4.2445, 10.7071
O, 16.6792, 3.3944, 17.5346
O, 7.8459, -0.0713, 18.1042
O, 4.2254, -1.8924, 21.4754
O, 7.6191, 2.006, 16.4111
O, 5.6881, 2.5147, 22.7465
O, 5.921, -1.4141, 17.0703
O, -3.2261, -2.8412, 18.3037
O, 1.5034, 0.4802, 18.8452
O, -0.8806, -0.6302, 19.8245
O, 7.6243, 5.59, 13.2688
O, 7.8352, 5.1244, 10.6662
O, 17.1442, -7.2867, 12.2277
O, 5.7775, 3.2424, 14.8702
O, 10.0081, -6.1945, 14.1521
O, -1.7916, -1.4562, 13.4452
O, 3.2324, 7.5278, 11.0845
O, 1.5136, -5.7393, 15.2087
O, 14.703, 3.0217, 13.0142
O, 11.2589, -8.1479, 15.4768
O, 9.2883, -3.7426, 14.5723
O, 6.8671, -2.6877, 14.435
O, 9.2398, 6.3801, 21.6865
O, -0.5125, 0.7642, 14.0168
O, 0.2123, 8.1678, 22.5386
O, 1.805, 4.8476, 20.3566
O, 7.7316, -5.1132, 19.652
O, 5.6554, -3.3496, 19.8746
O, 2.4687, -3.9205, 16.9211
O, 1.1437, -1.8301, 17.69
O, 3.1741, -5.3828, 12.7868
O, 3.7291, 0.7902, 21.895
O, 10.9494, -9.0473, 20.4508
O, 10.5158, 4.2289, 19.0476
O, 6.147, 0.6039, 10.6921
O, 5.533, -4.8006, 11.603
O, 12.1721, 3.6556, 13.1601
O, -3.9866, -6.0557, 21.9404
O, 3.9679, 4.9503, 16.4366
O, 9.02, -7.1873, 20.9989
O, -2.4234, -1.6282, 16.0946
O, 3.4149, -0.6023, 17.247
O, 11.6485, 1.9723, 10.1309
O, 12.2526, 0.3491, 16.0522
O, 4.2311, 9.69, 9.9646
O, 11.4748, -0.4166, 8.9601
O, 10.3385, 0.0043, 11.4064
O, 4.6684, -1.0629, 14.8543
O, 0.6822, 6.7177, 18.8517

Results
free energy: -133960.098 eV
free energy less fixed offsets of O -568.88, Si -635.61 eV per atom: 1.862 eV

Forces (eV/angstrom), in the order of the atoms: element, x, y, z
Si, 0.0055, -0.0052, -0.0056
Si, 0.0123, -0.0034, 0.0188
Si, -0.0015, 0.0025, 0.0133
Si, 0.008, -0.0084, 0.0087
Si, -0.0101, 0.003, 0.0128
Si, 0.0036, -0.0062, 0.0025
Si, 0.0325, -0.0927, 0.1463
Si, -0.0034, 0.007, -0.0013
Si, 0.001, 0, -0.0004
Si, 0.0017, 0.0014, 0.0092
Si, 0.0024, 0.0016, 0.0051
Si, 0.0064, 0.0017, -0.0057
Si, 0.0031, 0.0035, -0.0024
Si, 0.0024, 0.0029, 0.002
Si, 0.004, 0.0009, 0.0025
Si, -0.0005, 0.0033, 0.0019
Si, -0.0027, -0.0061, -0.0019
Si, -0.0003, -0.0045, 0.0002
Si, -0.0049, -0.0014, 0.0021
Si, -0.0038, -0.0033, 0.0002
Si, 0.0047, -0.002, 0.0049
Si, -0.0035, -0.0048, -0.0002
Si, -0.0045, -0.0041, -0.0001
Si, -0.002, -0.0038, -0.0046
Si, 0.0013, 0.127, -0.1966
Si, -0.1689, 0.0638, 0.067
Si, -0.2057, 0.2061, 0.2452
Si, -0.0045, -0.1017, -0.224
Si, -0.0017, 0.0455, 0.3536
Si, -0.0118, 0.0105, -0.2009
Si, 0.1123, 0.0625, -0.0519
Si, -0.1321, 0.0944, 0.1883
Si, -0.0704, -0.037, -0.0233
Si, 0.0032, -0.106, -0.0076
Si, 0.1171, 0.0999, -0.0243
Si, 0.0649, 0.0228, 0.0041
Si, 0.0045, -0.1355, 0.0184
Si, -0.0616, -0.074, -0.0166
Si, 0.1317, 0.0522, 0.021
Si, 0.0453, 0.0624, -0.022
Si, -0.036, 0.0432, -0.0321
Si, -0.0235, 0.0022, -0.0388
Si, 0.0263, -0.025, 0.0039
Si, -0.0607, 0.0527, -0.0008
Si, -0.0331, 0.025, -0.0422
Si, -0.0186, -0.0098, -0.0279
Si, -0.035, 0.068, -0.0072
Si, 0.0123, -0.0156, 0.0097
Si, 0.036, -0.0354, 0.0222
Si, -0.0252, 0.0232, 0.0182
Si, -0.014, 0.0208, 0.0122
Si, 0.0535, 0.0049, 0.0223
Si, 0.0438, -0.0503, 0.0078
Si, 0.0093, -0.0608, 0.0403
Si, 0.0548, -0.0655, 0.0111
Si, 0.0156, 0.0093, 0.0054
Si, -0.0746, -0.0502, 0.0342
Si, -0.0283, 0.0068, 0.0226
Si, 0.0019, -0.0089, 0.0084
Si, -0.091, -0.001, -0.0259
Si, 0.0265, -0.0137, 0.0194
Si, 0.0649, 0.1635, 0.0078
Si, -0.0699, 0.0531, 0.0139
Si, -0.0448, -0.0332, -0.0001
Si, 0.0592, -0.3435, -0.0431
Si, -0.2726, -0.4694, -0.1155
Si, -0.4349, -0.2307, 0.0795
Si, 0.1185, 0.0935, -0.1128
Si, 0.4265, 0.1885, 0.2924
Si, 0.1755, -0.0686, -0.5376
Si, -0.1361, -0.0626, 0.3025
Si, 0.5094, 0.3499, -0.0863
Si, -0.002, 0.0006, -0.001
Si, 0.0008, -0.0013, -0.0011
Si, -0.0007, -0.0006, -0.0015
Si, -0.0005, 0.0002, -0.0006
Si, 0, -0.0009, 0.0004
Si, 0, 0.0005, -0.0011
Si, 0.0007, -0.0024, 0.0005
Si, -0.0015, -0.0008, -0.0001
Si, 0.0015, 0.0001, -0.0031
Si, -0.0003, -0.0004, -0.0002
Si, 0.0006, 0.0011, -0.0003
Si, 0.0011, 0.0011, -0.0041
Si, -0.0008, 0.0008, -0.0005
Si, 0.0011, -0.0016, -0.0029
Si, 0.0021, -0.0012, -0.0032
Si, 0.0004, 0.0004, -0.0003
Si, 0.0062, -0.0054, -0.0046
Si, 0.0012, -0.0009, -0.0028
Si, -0.001, 0.001, -0.0047
Si, 0.0007, 0.0011, -0.0031
Si, -0.0011, 0.0004, -0.0012
Si, 0.0054, -0.001, -0.0046
Si, -0.0017, 0.002, -0.0018
Si, -0.0011, 0.0014, -0.0005
O, 0.0074, -0.0035, -0.0135
O, 0.0003, -0.0049, -0.0007
O, -0.0034, 0.0056, 0.0106
O, -0.006, 0.0044, 0.0062
O, -0.0025, 0.0035, 0.0016
O, 0.0216, 0.0219, 0.0356
O, 0.0071, -0.0068, -0.0013
O, -0.0026, 0.0033, -0.0065
O, -0.0056, -0.0006, 0.0038
O, 0.0015, 0.002, -0.0066
O, -0.0025, 0.0024, 0.0032
O, 0.0069, -0.005, -0.0018
O, 0.0028, -0.0019, 0.0075
O, 0.0009, -0.0017, 0.0035
O, 0.0002, -0.0011, 0.0034
O, 0.0026, 0.0011, 0.0045
O, 0.0026, -0.0012, -0.0169
O, -0.0091, 0.0057, -0.0264
O, -0.0052, 0.0083, -0.0155
O, 0.0053, -0.0162, 0.0009
O, -0.016, 0.0047, 0.0088
O, -0.0136, 0.0002, 0.0072
O, -0.007, 0.0008, -0.0047
O, -0.0615, -0.0976, 0.0764
Si, 0.0023, -0.0041, -0.0084
Si, -0.0002, 0.0019, -0.0083
Si, -0.0013, -0.0025, -0.0104
Si, -0.0004, 0.0038, -0.0019
Si, 0.0166, 0.0018, 0.023
Si, 0.001, 0.0063, -0.0208
Si, 0.0484, 0.0528, -0.001
Si, 0.0101, -0.0015, -0.0115
Si, -0.0023, 0.0026, -0.0099
Si, 0.0028, -0.0009, -0.0118
Si, 0.0005, 0.011, -0.007
Si, -0.0224, -0.0067, 0.0012
Si, -0.0057, -0.0008, -0.0149
Si, 0, 0.0039, -0.0078
Si, 0.0044, -0.003, -0.0104
Si, 0.0996, 0.0475, -0.0764
Si, 0.0023, 0.0074, -0.004
Si, -0.0013, -0.0015, -0.0087
Si, 0.0001, 0.0029, -0.0071
Si, 0.013, 0.0052, 0.021
Si, -0.0047, -0.0024, -0.0065
Si, -0.0005, -0.0016, -0.0094
Si, -0.0016, 0.0043, 0.0066
Si, -0.015, -0.0183, -0.0064
Si, 0.0026, 0.0002, -0.0063
Si, 0.0048, -0.0001, 0.0014
Si, -0.0051, -0.003, -0.0082
Si, -0.0062, 0.0024, 0.0185
Si, -0.0081, -0.0003, -0.008
Si, -0.0258, -0.0239, 0.0223
Si, 0.0063, -0.0114, -0.0012
Si, -0.0036, 0.0005, -0.0075
Si, -0.0121, 0.0057, 0.006
Si, 0.0523, -0.0077, -0.0006
Si, 0.0044, -0.004, -0.0024
Si, 0.0046, 0.0022, -0.0123
O, -0.0077, 0.0023, 0.009
O, 0.007, -0.0078, -0.002
O, -0.0067, 0.0021, 0.004
O, 0.0006, 0.0042, 0.0017
O, 0.0002, -0.002, -0.0072
O, -0.004, -0.0038, -0.0019
O, -0.0014, 0.0018, -0.0032
O, -0.0035, -0.0031, 0.0035
O, 0.0002, -0.0001, 0.0014
O, -0.0002, 0.0008, 0.0031
O, -0.0028, -0.007, -0.0041
O, -0.0067, 0.0071, 0.0018
O, 0.0037, 0.0032, 0.0079
O, -0.0074, 0.0002, 0.0072
O, -0.0699, 0.0851, -0.13
O, -0.0082, 0.0032, 0.0163
O, -0.0084, 0.0178, 0.006
O, -0.0142, -0.0298, 0.0115
O, -0.0082, 0.0282, 0.0158
O, -0.013, 0.0192, -0.0225
O, 0.0004, -0.0091, -0.013
O, 0.0055, -0.0055, 0.0043
O, -0.0038, 0.0067, -0.0043
O, 0.0564, -0.0061, -0.0857
O, -0.0804, -0.0924, 0.0123
O, -0.0023, -0.0012, 0.0011
O, 0.0024, 0.0003, 0.0054
O, 0.0052, 0.008, 0.0041
O, -0.0024, 0.0012, 0.0027
O, 0.0031, 0.0005, 0.0045
O, -0.0001, 0.0018, 0.0067
O, -0.0026, 0.0002, 0.0061
O, 0.0019, -0.0011, 0.0074
O, -0.002, 0.0018, 0.0048
O, 0.0041, 0.02, -0.0002
O, -0.0003, -0.0023, 0.0023
O, 0.0001, 0.0004, 0.0061
O, 0.0121, 0.0158, 0.0033
O, 0.002, -0.0019, 0.0034
O, 0.0143, 0.0107, -0.0287
O, -0.0003, -0.0014, -0.0074
O, 0.0044, -0.0052, 0.0061
O, 0.0085, 0.0051, -0.0022
O, -0.0109, 0.0099, 0.0254
O, 0.0189, -0.0134, 0.005
O, 0.0029, 0.0021, 0.0053
O, -0.0045, 0.0112, -0.0126
O, -0.0829, 0.1172, 0.0334
O, 0.0016, 0.0092, -0.0073
O, -0.0027, 0.0006, 0.0041
O, -0.0002, 0, 0.0079
O, -0.0023, 0.0005, 0.0073
O, -0.0047, 0.0044, -0.0065
O, -0.0015, 0.0011, 0.0066
O, 0.0106, -0.0162, -0.0215
O, -0.0026, -0.0029, 0.0024
O, -0.0195, -0.0026, 0.0009
O, 0.0001, -0.0044, 0.0085
O, 0.0215, -0.0155, 0.015
O, 0.0019, 0.0027, 0.0088
O, 0.0009, -0.0026, 0.0033
O, 0.0055, 0.0017, -0.0021
O, -0.0007, 0.0002, 0.0008
O, 0.0011, 0.0008, -0.0042

The program warned: the cutoff lies below the one the program advises for these potential files; the forces do not sum to zero within the program's tolerance; the exchange-correlation potential is rough where the density is thin.
